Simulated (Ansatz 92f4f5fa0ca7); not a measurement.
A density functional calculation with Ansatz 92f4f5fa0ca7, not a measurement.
Periodic cell of 215 atoms, Si132O82B1, from a study of silicon, its oxide and their interface. The atomic structure is a simulated model.
Doubt: the cutoff is far below the 930 eV that the study's wrapper takes by default for these files, so forces and energies are approximate.
This geometry differs little from another in the collection (a relaxation step or a small displacement).

Settings: functional PBE; potential files Ansatz PAW; basis plane waves; wave-function cutoff 580 eV; density cutoff ratio 5; exchange-correlation grid ratio 1; k mesh 1 x 1 x 1, Gamma-centred; self-consistency stop 5e-08 eV per atom in the density residual; occupations fixed; spin none; net charge -1 e, with a uniform compensating background and no finite-size correction.

Cell vectors (angstrom)
a	10.938	0	0
b	0	10.938	0
c	0	0	31.5432

Atoms and the computed forces on them: element, x, y, z (angstrom), force x, y, z (eV/angstrom)
Si	10.4376	0.5732	24.3509	-0.0009	0.0003	0.0013
Si	6.0434	10.5023	24.1587	0.0004	-0.0014	0.0014
Si	2.1328	3.2478	24.0902	-0.0008	0.0011	0.0015
Si	8.7062	2.2555	24.3172	0.0011	-0.0006	0.0014
Si	0.5042	5.0515	24.172	0.0008	-0.0009	0.0014
Si	5.0512	5.8963	24.1991	-0.0005	0.0004	0.0014
Si	3.3953	7.651	24.1685	0.0005	-0.0002	0.0016
Si	7.8287	8.8289	24.0013	-0.0009	0.0006	0.0017
Si	1.3452	1.4804	25.4644	-0.001	0.0007	0.0013
Si	6.9215	1.2994	25.5092	0.0009	-0.0011	0.0013
Si	4.0289	4.1013	25.3329	-0.0002	0.0001	0.0005
Si	9.6708	4.0955	25.4315	0.0004	-0.0008	0.0012
Si	1.4982	6.8134	25.3787	0.0001	-0.0011	0.0006
Si	6.8983	6.9457	25.2479	-0.0004	0.0001	0.0004
Si	4.2333	9.53	25.3559	0.0003	-0.0005	0.0001
Si	9.5285	9.6402	25.4448	-0.0011	0.0005	0.0015
Si	2.7821	0.0061	26.6549	0.0004	-0.0001	0.0001
Si	8.2261	-0.0281	26.9584	0.0007	0.0007	-0.0075
Si	0.0204	2.7686	26.9318	0.0001	0.0005	-0.0066
Si	5.4511	2.735	26.6768	-0.0002	0.0001	0.0004
Si	2.7615	5.4371	26.8504	-0.0003	0.0002	-0.0046
Si	8.2288	5.5247	26.6406	0.0001	0	0
Si	0.0404	8.2098	26.6642	0.0003	0.0005	0.0002
Si	5.5587	8.1954	26.8081	0.0006	0.0007	-0.0035
Si	4.1119	1.3663	28.0878	0.0001	0.0001	0.0006
Si	9.5972	1.3703	28.2537	0.0004	-0.0001	0.0053
Si	1.3963	4.1198	28.2537	0.0015	0.0002	0.004
Si	6.8388	4.1359	28.0351	0.0004	-0.0005	0.0009
Si	4.1613	6.821	28.1574	0.0003	0.0006	0.0046
Si	9.5978	6.8511	28.0729	-0.0002	-0.0001	0.0006
Si	1.3945	9.5898	28.0581	-0.0004	-0.0003	0.001
Si	6.8532	9.5339	28.2563	-0.0015	-0.0012	0.0043
Si	0.0532	-0.0226	29.5442	0.0003	-0.0008	-0.0009
Si	5.4504	0.0099	29.5089	-0.0005	0.0008	-0.0013
Si	2.7717	2.7072	29.546	0.0005	-0.0005	-0.0011
Si	8.1745	2.7736	29.4897	-0.0013	0.0011	-0.0013
Si	-0.0132	5.5032	29.5181	-0.001	0.0008	-0.0011
Si	5.5115	5.4492	29.5214	0.0003	-0.0005	-0.0007
Si	2.7501	8.2143	29.4594	-0.0005	0.0006	-0.0013
Si	8.2551	8.1641	29.5578	0.0007	-0.0003	-0.0009
Si	1.3959	1.353	30.9274	-0.0011	0.0006	0.0007
Si	6.8212	1.3824	30.855	0.0013	-0.0007	0.0007
Si	4.1326	4.0888	30.9066	-0.0007	0.001	0.0007
Si	9.5531	4.1184	30.8646	0	-0.0008	0.0004
Si	1.3772	6.8627	30.8518	0.001	0	0.0005
Si	6.8663	6.8026	30.923	-0.0011	0	0.0003
Si	4.0907	9.5736	30.8616	0.0006	-0.0012	0.0006
Si	9.6095	9.5547	30.9222	0	0.0011	0.0003
Si	2.7529	-0.0354	0.7411	-0.0002	0.001	-0.0003
Si	8.1841	0.0142	0.6894	-0.0008	-0.001	-0.0001
Si	-0.0281	2.7452	0.6983	0.0017	-0.0003	0
Si	5.4864	2.7087	0.7339	-0.001	0.0004	-0.0001
Si	2.7193	5.4813	0.6897	0.0003	-0.0013	0.0001
Si	8.2236	5.4312	0.7572	0	0.0011	-0.0009
Si	0.0411	8.1782	0.7428	-0.0015	0.0001	-0.0008
Si	5.4576	8.2106	0.6944	0.0008	0.0008	0.0001
Si	4.1242	1.3296	2.0945	0	-0.0003	0.0021
Si	9.5269	1.3862	2.0735	-0.0013	0.0002	0.0001
Si	1.3197	4.1359	2.0671	0.0001	0	0.0007
Si	6.8602	4.0442	2.1135	0.0003	-0.0006	0.0013
Si	4.0688	6.8607	2.0676	-0.0004	0.0001	0.0002
Si	9.6093	6.7987	2.1013	0.0017	-0.0018	0.0005
Si	1.3956	9.5405	2.1191	0.001	0.0003	0.0013
Si	6.8254	9.5741	2.0741	-0.0001	0.0001	0.001
Si	-0.0517	-0.0274	3.3712	0.0029	0.0019	-0.0044
Si	5.4726	-0.0252	3.5229	0.0004	-0.0002	-0.001
Si	2.6933	2.7195	3.3496	-0.0011	-0.0011	-0.0071
Si	8.1998	2.7018	3.5707	-0.0003	-0.0001	-0.0001
Si	-0.0137	5.4569	3.5659	0.0002	-0.0004	-0.0025
Si	5.4653	5.472	3.352	-0.0022	-0.0009	-0.0057
Si	2.7301	8.1811	3.5589	0.0008	0.0007	-0.0002
Si	8.2199	8.1865	3.3928	-0.0031	0.0033	-0.0022
Si	1.2902	1.3609	4.6827	0.001	-0.0002	0.0044
Si	6.8508	1.2817	4.9581	0.0002	-0.0001	-0.0022
Si	4.0656	4.1116	4.651	0.0014	0.0005	0.0044
Si	9.5081	4.1207	4.9801	-0.0013	-0.0013	0.0001
Si	1.2977	6.8856	4.9762	0.0001	0.0011	0.0013
Si	6.853	6.7945	4.7138	0.0037	0.0007	0.0038
Si	4.1262	9.5463	4.9373	-0.0004	0.0004	-0.0019
Si	9.5775	9.5418	4.7764	-0.0016	-0.0051	0.0038
Si	2.5991	0.0126	6.1171	-0.002	0.0011	0.0019
Si	8.2227	-0.1877	6.2995	-0.0023	-0.0002	0.0014
Si	-0.027	2.6495	6.2006	-0.0009	-0.0005	-0.0008
Si	5.4018	2.7841	6.0858	-0.002	0.0021	0.0013
Si	2.7529	5.4333	6.1371	0.0003	0.0002	-0.0014
Si	8.2037	5.6389	6.307	0.0042	0.0095	0.0036
Si	-0.2105	8.174	6.3579	0.0051	0.005	-0.0055
Si	5.6216	8.1558	6.1949	-0.0005	-0.0008	0.0013
Si	3.484	1.9265	7.1715	0.0015	-0.002	-0.0028
Si	10.0277	0.8072	7.451	0.0021	-0.0019	-0.001
Si	1.7851	3.6425	7.3269	0.0001	0.0015	-0.0003
Si	6.28	4.5652	7.3745	0.002	-0.0015	-0.0021
Si	4.6549	6.3036	7.2412	-0.001	0.0004	0
B	9.1659	7.1799	7.3881	-0.0142	-0.0127	-0.0048
Si	0.8473	10.0794	7.5052	0.0005	0.001	-0.0039
Si	7.5891	8.7162	7.5025	0.0039	0.0019	-0.0036
O	4.551	6.5709	8.8786	-0.0025	0.0006	0.0025
O	1.4078	3.9707	8.9189	-0.0002	0.0009	0.0023
O	9.6464	6.6334	8.6367	0.0042	-0.002	0.0096
O	1.2974	10.113	9.1423	0.0014	-0.0001	0.0043
O	6.0599	4.216	9.013	-0.0004	-0.001	0.0032
O	3.7181	1.6072	8.7667	0.0011	-0.0002	0.003
O	7.2202	8.9073	9.1435	-0.0011	0.0011	0.0034
O	9.6772	1.068	9.0646	-0.0013	0.0007	0.0017
O	8.2499	2.5343	22.7504	-0.0005	0.0003	-0.002
O	11.0025	5.5424	22.6433	-0.0004	0.0005	-0.0022
O	5.6203	0.0902	22.6448	-0.0004	0.0008	-0.0022
O	5.2815	5.4087	22.6258	0.0005	-0.0004	-0.0019
O	2.1568	2.8094	22.4778	0.0004	-0.0008	-0.0023
O	3.3257	7.8622	22.5124	-0.0006	0.0006	-0.0024
O	8.3752	8.7461	22.4144	0.0005	-0.0003	-0.0023
O	-0.1572	11.2284	22.7618	0.0009	-0.0005	-0.0019
Si	2.1327	2.9837	12.8645	0.0001	-0.0005	-0.0014
Si	8.6907	1.305	10.327	0	0.0005	-0.0021
Si	1.0521	4.5047	15.3374	0.0001	-0.0004	-0.0007
Si	7.5463	5.5852	12.1532	-0.0004	0.0003	-0.0018
Si	2.4177	8.1821	21.2071	0.0003	-0.0004	0.0022
Si	5.4177	7.7872	12.4335	0	-0.0005	-0.0011
Si	9.2641	0.456	15.4759	0.0003	0.0001	-0.0005
Si	2.9176	-0.037	16.644	0	0	0.0004
Si	10.4582	1.1613	12.5883	0.0003	-0.0004	-0.0013
Si	7.764	2.8299	21.2425	-0.0001	-0.0003	0.0023
Si	9.1292	8.7841	14.4214	0.0003	-0.0003	-0.0012
Si	1.4282	4.7965	10.3157	0.0011	0.0021	-0.0028
Si	4.4836	9.4873	19.1277	0	-0.0003	0.0016
Si	11.0753	6.0979	21.1171	0	0	0.0023
Si	6.6128	10.4509	14.8239	0.0001	-0.0001	-0.0006
Si	5.3873	0.7297	21.1773	0.0002	0.0001	0.0023
Si	2.3428	9.7997	10.3578	-0.0015	0.0001	-0.0023
Si	0.4289	10.6396	21.3883	-0.0004	0.0001	0.002
Si	5.8483	5.2552	21.123	-0.0001	0	0.0023
Si	3.6282	7.0746	10.0878	-0.0013	-0.0031	-0.0022
Si	9.0362	5.6971	14.8082	-0.0003	-0.0002	-0.0012
Si	3.6589	4.0863	19.0795	-0.0001	-0.0002	0.0017
Si	10.0225	3.6668	19.3106	0	0.0002	0.0015
Si	4.2603	8.6694	15.3328	0	0	-0.0007
Si	0.4467	1.9171	17.1506	0	0	0.0004
Si	6.7974	7.5334	19.2372	0.0003	0.0003	0.0013
Si	5.2504	3.6269	16.7185	0	-0.0001	0.0003
Si	7.7821	5.0169	17.4998	0.0003	0.0002	0.0006
Si	6.6942	9.8904	10.3237	0.0002	-0.0004	-0.0015
Si	4.4098	1.0159	10.0801	-0.0002	0.0012	-0.0023
Si	-0.0467	9.0806	11.8589	0.0003	0.0001	-0.0021
Si	9.1003	8.6345	20.9454	-0.0001	0.0001	0.0019
Si	4.5422	1.6745	14.5507	-0.0003	-0.0001	-0.0007
Si	2.4464	2.0915	21.0453	-0.0002	0.0001	0.0023
Si	6.3417	3.3291	10.3423	0.0006	0.0008	-0.0023
Si	3.4237	5.922	16.7159	0.0002	-0.0003	0.0003
Si	9.8207	6.5813	10.2249	-0.0012	0.001	-0.0065
O	0.1125	2.6249	18.5831	0.0002	-0.0003	-0.0007
O	2.9283	9.6354	15.5699	0.0002	-0.0004	0
O	10.8509	4.8136	20.1339	-0.0001	-0.0003	-0.0008
O	7.6004	2.413	9.8913	0.0003	0.0009	0.0022
O	10.8661	5.3743	10.6755	-0.0004	-0.0011	0.0011
O	6.5873	6.7247	12.8407	0.0005	-0.0003	0.0004
O	10.294	8.0823	10.7275	0.0008	0.0016	0.0026
O	7.6614	9.4628	13.9756	-0.0001	0.0001	0.0006
O	8.3867	6.2338	10.9293	-0.0009	-0.0007	0.0019
O	5.3541	10.4862	20.069	0	-0.0003	-0.0009
O	2.0995	3.7649	11.4238	-0.0001	-0.0001	0.0006
O	7.9807	8.5412	19.7541	-0.0003	-0.0002	-0.0007
O	6.2097	6.7268	20.5332	0.0001	0.0001	-0.0009
O	5.4994	2.7204	15.3884	-0.0001	-0.0002	0.0002
O	1.3023	0.9349	20.7022	0.0001	-0.0002	-0.0007
O	6.0619	9.0468	11.5932	-0.0003	0.0003	0.0008
O	4.6058	4.9908	16.0927	-0.0002	0.0002	0.0001
O	6.5895	3.9119	17.6107	-0.0001	-0.0001	-0.0002
O	10.5163	10.6638	11.8221	0.0001	-0.0005	0.0016
O	5.5738	0.5031	13.976	0.0001	-0.0001	0.0004
O	8.0173	5.0966	15.9063	0.0001	0	-0.0001
O	9.7394	9.8192	15.5422	-0.0001	0.0001	0.0002
O	-0.4059	5.1601	15.1169	0.0002	-0.0001	0.0003
O	1.5722	6.8351	20.7984	0.0001	0	-0.0008
O	1.5057	0.6437	17.1713	0	0.0001	-0.0002
O	6.5964	1.768	20.8128	0	0	-0.0008
O	1.0047	1.7929	12.8331	-0.0005	-0.0003	0.0006
O	3.2467	5.5011	18.313	0	0.0002	-0.0007
O	9.5251	2.0118	11.562	0	-0.0005	0.0006
O	0.9969	3.1083	16.1829	0	0.0002	0
O	8.5893	5.1603	13.3425	0	0.0002	0.001
O	10.2627	8.5557	13.271	-0.0003	0.0004	0.0008
O	1.4464	9.403	21.6668	0.0002	0.0001	-0.0011
O	10.0741	9.9411	20.6137	0.0002	0	-0.0007
O	3.2076	0.1836	10.8627	0.0002	0.0003	0.0008
O	5.1154	2.3155	10.8186	-0.0004	-0.0007	0.0004
O	1.7387	4.1539	13.9191	-0.0002	0	0.0006
O	7.917	10.8711	10.8234	-0.0006	0.0003	0.001
O	9.1258	4.4672	18.2147	-0.0003	0	-0.0006
O	5.6358	9.5012	15.7552	0	-0.0001	0.0004
O	5.5485	-0.0766	9.6894	0	0	0.0005
O	3.5793	2.3224	13.3736	-0.0002	0.0001	0.0006
O	1.964	5.6503	16.0506	-0.0001	-0.0001	0.0001
O	9.7023	1.0748	14.0311	0.0002	0.0001	0.0003
O	4.3812	6.9425	11.5174	-0.0004	0.0001	-0.0006
O	4.7561	4.4882	20.2042	-0.0002	-0.0002	-0.001
O	9.9505	1.3255	16.6469	0	-0.0002	-0.0001
O	6.684	4.299	11.6246	0	-0.0001	0.0003
O	5.5873	8.4102	18.5715	-0.0001	0	-0.0004
O	9.0659	2.7441	20.2627	0.0003	0	-0.0008
O	3.599	1.1388	15.7643	0.0003	0.0002	-0.0001
O	4.2152	3.0812	17.889	0.0002	0	-0.0005
O	9.9212	7.2243	20.9	-0.0001	0.0001	-0.0008
O	3.3448	8.6508	9.7911	0	0	0.0005
O	3.9307	7.4284	16.3529	-0.0001	0	-0.0002
O	7.6297	0.4784	15.6864	-0.0001	-0.0001	0.0002
O	8.914	7.3078	15.0332	0	0.0001	0.0004
O	3.9309	1.4413	21.1423	-0.0001	0	-0.0008
O	1.5824	9.1344	11.669	-0.0009	0.0005	0.001
O	2.296	6.1644	10.178	0.0031	-0.0003	0.0012
O	7.3504	6.4628	18.1314	0.0001	-0.0005	-0.0005
O	7.2113	4.3617	21.1335	-0.0002	0.0004	-0.001
O	4.5576	8.2439	13.7732	0	0.0001	0.0006
O	3.3369	8.6598	19.9529	0.0003	0.0001	-0.0008
O	2.4945	3.2424	19.866	0.0002	0.0003	-0.001
O	3.7418	10.3683	17.9624	-0.0002	0.0002	-0.0007

Results
free energy: -130699.694 eV
free energy less fixed offsets of B -154.04, O -568.88, Si -635.61 eV per atom: 3.026 eV

The program warned: the cutoff lies below the one the program advises for these potential files; the exchange-correlation potential is rough where the density is thin.
